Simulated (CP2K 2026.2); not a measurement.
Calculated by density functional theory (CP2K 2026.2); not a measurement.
Periodic cell of 534 atoms, Si358O176, from a study of silicon, its oxide and their interface. The atomic structure is a simulated model.
Doubt: the forces sum to 0.97 eV/angstrom along one axis rather than to zero, so they err by at least 0.0018 eV/angstrom per atom on average; the grid cutoff is modest.

Settings
functional: PBE
method: Gaussian and plane waves
basis set: DZVP-MOLOPT-SR-GTH
pseudopotentials: GTH-PBE
grid cutoff: 400 Ry, relative cutoff 50 Ry
k points: Gamma only
occupations: fixed
spin: none
net charge: 0

Cell vectors (angstrom)
a	16.4025	0	0
b	0	16.4025	0
c	0	0	35.5207

Atoms and the computed forces on them: element, x, y, z (angstrom), force x, y, z (eV/angstrom)
Si	-0.039	-0.661	-0.81	0.125	0.063	-0.13
Si	3.224	3.227	-0.744	0.131	-0.272	0.264
Si	-0.548	5.504	-0.069	-0.04	-0.209	0.008
Si	2.243	8.198	-0.468	-0.068	0.151	0.73
Si	-0.044	10.452	-0.29	0.036	-0.042	0.625
Si	2.411	13.75	-0.213	-0.025	0.034	0.18
Si	5.744	-0.403	0.011	0.011	0.062	0.282
Si	8.569	2.429	0.684	-0.085	-0.038	-0.487
Si	5.673	5.544	-0.237	0.118	0.581	0.32
Si	8.042	8.571	-0.152	0.161	-0.085	0.002
Si	5.711	10.804	-0.203	-0.051	-0.021	0.158
Si	8.153	13.969	-0.178	-0.616	0.591	0.302
Si	10.715	0.43	0.284	-0.376	0.137	-0.345
Si	13.425	3.003	0.276	-0.009	-0.146	-0.376
Si	11.267	5.218	0.311	0.007	0.093	-0.353
Si	13.703	7.792	0.17	-0.153	0.057	0.168
Si	11.732	11.412	-0.077	0.507	0.115	0.383
Si	14.386	14.572	-0.548	0.072	0.103	0.144
Si	1.316	1.455	1.107	-0.037	-0.176	0.103
Si	4.318	4.097	1.149	0.142	0.084	0.08
Si	1.263	6.665	1.115	-0.076	0.112	-0.313
Si	3.988	9.48	0.941	0.047	-0.036	-0.234
Si	1.167	12.17	1.073	-0.033	-0.138	-0.241
Si	4.05	14.856	1.216	0.116	0.024	-0.107
Si	6.831	1.153	1.528	0.016	-0.234	-0.259
Si	9.751	4.095	1.728	0.199	-0.221	-0.123
Si	6.989	6.896	1.204	-0.025	-0.125	0.008
Si	9.77	9.515	1.271	-0.083	-0.353	0.069
Si	6.94	12.359	1.163	-0.14	-0.249	-0.047
Si	9.578	15.052	1.395	0.14	0.088	0.021
Si	12.309	1.418	1.615	-0.005	0.147	-0.162
Si	14.942	4.121	1.606	0.039	0.154	-0.303
Si	12.337	6.695	1.729	0.121	0.092	-0.24
Si	14.942	9.446	1.343	-0.011	0.008	-0.296
Si	12.669	12.629	1.7	0.012	0.069	0.116
Si	14.353	14.377	1.701	-0.237	-0.311	0.409
Si	0.03	2.707	2.693	0.073	-0.107	-0.015
Si	2.747	-0.015	2.506	-0.164	0.192	-0.154
Si	-0.004	8.081	2.655	-0.068	-0.108	-0.103
Si	2.767	5.396	2.503	0.022	0.028	-0.136
Si	-0.096	13.464	2.669	0.099	0.086	-0.067
Si	2.671	10.857	2.455	0.024	-0.042	-0.108
Si	5.461	2.659	2.678	-0.017	0.117	-0.059
Si	8.216	-0.12	2.901	-0.041	-0.133	-0.016
Si	5.412	8.177	2.481	0.002	0.093	-0.042
Si	8.221	5.499	2.757	-0.25	0.148	-0.006
Si	5.45	13.549	2.614	0.043	0.042	0.05
Si	8.304	10.959	2.578	0.024	0.022	-0.08
Si	11.034	2.717	3.069	0.203	0.248	0.259
Si	13.61	-0.084	2.855	0.006	-0.052	-0.103
Si	10.853	8.106	2.843	0.026	0.064	0.041
Si	13.706	5.422	3.066	-0.027	0.004	0.161
Si	10.932	13.708	2.845	-0.142	0.029	-0.071
Si	13.683	10.846	2.825	0.152	-0.088	0.078
Si	1.419	4.08	4.011	0.074	-0.013	-0.038
Si	4.053	1.303	4.011	-0.017	0.062	0.008
Si	1.391	9.5	3.969	-0.045	0.013	-0.139
Si	4.08	6.805	3.926	0.112	-0.013	-0.021
Si	1.339	14.983	3.914	-0.076	-0.01	-0.139
Si	4.049	12.182	3.934	0.029	-0.007	0.017
Si	6.811	4.073	4.041	-0.007	0.021	0.008
Si	9.556	1.308	4.249	-0.036	0.037	-0.074
Si	6.819	9.561	3.911	0.026	-0.099	-0.177
Si	9.52	6.789	4.22	-0.044	0.037	-0.033
Si	6.756	14.905	4.112	0.134	0.023	-0.013
Si	9.546	12.281	4.114	0.07	-0.03	-0.068
Si	12.356	4.075	4.405	0.062	-0.159	-0.081
Si	15.089	1.303	4.092	0.039	-0.057	-0.074
Si	12.27	9.499	4.152	-0.064	0.074	-0.081
Si	15.119	6.845	4.23	-0.024	-0.034	-0.146
Si	12.236	15.061	4.265	-0.078	-0.087	0.025
Si	15.09	12.151	4.194	-0.097	-0.014	0.004
Si	0.015	-0.02	10.928	-0.02	-0.001	-0.001
Si	2.733	2.709	10.925	0.006	0.008	0.003
Si	0.006	5.443	10.942	-0.05	-0.004	0.005
Si	2.72	8.168	10.957	0.015	-0.001	-0.004
Si	0	10.909	10.944	-0.008	0.012	-0.006
Si	2.714	13.642	10.92	-0.016	0.013	-0.009
Si	5.443	-0.018	10.91	0.019	-0.024	-0.008
Si	8.191	2.733	10.93	0.002	0.01	0.004
Si	5.45	5.443	10.941	0.004	0	0.007
Si	8.18	8.17	10.922	-0.018	0.007	0.006
Si	5.439	10.891	10.922	0.015	0.042	-0.026
Si	8.174	13.647	10.919	0.025	0.002	-0.006
Si	10.945	-0.002	10.938	-0.014	-0.02	0.001
Si	13.686	2.73	10.93	-0.036	-0.025	0.016
Si	10.929	5.46	10.915	0.001	0.014	0.008
Si	13.668	8.18	10.938	-0.025	0.001	0.011
Si	10.93	10.907	10.931	0.007	-0.018	0.001
Si	13.68	13.649	10.947	-0.016	0.001	0.008
Si	1.354	1.368	12.296	0.015	-0.019	-0.018
Si	4.077	4.08	12.304	0.006	-0.013	-0.016
Si	1.337	6.812	12.335	-0.014	-0.013	0.003
Si	4.097	9.528	12.318	0.001	0.032	-0.008
Si	1.339	12.304	12.309	0.034	-0.019	-0.015
Si	4.071	15.027	12.274	0.014	0.007	-0.003
Si	6.812	1.358	12.274	-0.018	-0.027	-0.024
Si	9.574	4.104	12.297	0.038	-0.009	0.012
Si	6.83	6.803	12.3	0.04	0.002	-0.007
Si	9.57	9.52	12.276	0.001	0.038	-0.006
Si	6.806	12.264	12.268	-0.026	-0.052	-0.006
Si	9.559	15.027	12.271	-0.01	0.005	-0.006
Si	12.316	1.386	12.307	0.025	0.033	0.025
Si	15.03	4.101	12.317	0.041	0.016	0.003
Si	12.295	6.809	12.299	-0.028	-0.01	0.003
Si	15.026	9.548	12.318	0.001	0.013	-0.02
Si	12.3	12.275	12.294	-0.009	0.01	-0.005
Si	15.04	15.045	12.301	0.008	0.001	-0.002
Si	0.006	2.747	13.676	-0.054	-0.039	0
Si	2.714	-0.001	13.646	-0.02	-0.002	-0.01
Si	-0.053	8.166	13.714	0.006	0.054	0.034
Si	2.698	5.425	13.689	0.055	-0.013	0.039
Si	-0.02	13.687	13.691	-0.059	0.048	0.033
Si	2.708	10.917	13.641	-0.037	0.036	0
Si	5.452	2.718	13.654	0.051	0.001	0.011
Si	8.208	0.016	13.627	0.006	-0.028	0.034
Si	5.466	8.144	13.685	0.031	-0.002	0.026
Si	8.217	5.469	13.677	-0.083	0.041	0.006
Si	5.445	13.653	13.615	0.03	0.01	0.009
Si	8.182	10.879	13.603	0.031	-0.002	-0.044
Si	10.966	2.776	13.682	-0.064	-0.016	0.02
Si	13.712	0.046	13.671	0.008	-0.06	0.025
Si	10.93	8.167	13.667	-0.018	0.021	0.039
Si	13.65	5.46	13.693	0.006	0.004	-0.014
Si	10.927	13.659	13.63	0.036	-0.026	0.023
Si	13.659	10.922	13.684	0.002	0.007	0.052
Si	1.336	4.083	15.1	-0.04	0.049	0.088
Si	4.06	1.371	15.013	0	-0.042	0.049
Si	1.333	9.572	15.018	0.053	0.015	-0.035
Si	4.074	6.779	15.044	-0.021	-0.014	-0.009
Si	1.347	15.083	15.047	0.072	0.004	-0.013
Si	4.07	12.301	14.982	-0.031	-0.065	0.028
Si	6.84	4.083	14.999	0.005	-0.044	0.014
Si	9.574	1.403	14.996	0.053	0.038	0.003
Si	6.89	9.494	15.017	0.025	0.15	0.01
Si	9.583	6.82	15.083	0.07	0.006	0.048
Si	6.829	15.029	14.95	-0.033	0.038	-0.038
Si	9.525	12.265	14.938	-0.061	-0.049	-0.052
Si	12.319	4.129	15.121	-0.007	0.007	0.092
Si	15.068	1.425	15.086	0.051	0.05	0.008
Si	12.293	9.529	15.036	0.015	0.008	0.036
Si	14.957	6.817	15.117	-0.019	-0.065	0.045
Si	12.309	15.063	14.958	0.001	0.014	0.054
Si	14.986	12.342	15.061	0.012	-0.045	0.047
Si	0.084	0.121	16.467	-0.138	-0.029	0.07
Si	2.72	2.705	16.467	0.085	0.017	-0.035
Si	-0.081	5.431	16.479	0.094	0.043	0.15
Si	2.696	8.186	16.354	-0.075	0.009	0.106
Si	-0.019	10.96	16.385	-0.062	0.067	0.022
Si	2.715	13.684	16.357	-0.023	0.077	0.166
Si	5.464	-0.007	16.298	0.025	-0.002	0.183
Si	8.248	2.792	16.38	-0.19	-0.023	0.184
Si	5.437	5.368	16.389	0.072	-0.073	0.042
Si	8.243	8.172	16.496	-0.082	-0.071	0.139
Si	5.492	10.91	16.257	0.06	-0.152	-0.004
Si	8.192	13.653	16.281	0.092	-0.126	0.027
Si	10.988	0.054	16.309	-0.026	0.019	0.041
Si	13.709	2.771	16.503	0.024	-0.026	0.072
Si	10.957	5.512	16.522	-0.09	-0.058	0.082
Si	13.575	8.179	16.526	-0.026	0.113	0.039
Si	10.857	10.895	16.3	0.114	0.07	0.042
Si	13.61	13.756	16.423	-0.026	-0.052	0.087
Si	1.45	1.427	18.003	0.085	-0.266	-0.001
Si	4.081	4.044	17.841	0.09	-0.006	0.019
Si	1.265	6.897	17.76	-0.152	0.061	-0.098
Si	4.212	9.48	17.611	0.158	-0.112	-0.144
Si	1.359	12.325	17.754	0.027	0.053	-0.193
Si	4.141	15.025	17.706	-0.029	-0.049	-0.138
Si	6.805	1.401	17.642	-0.028	0.229	-0.266
Si	9.605	4.111	17.874	-0.054	-0.011	-0.287
Si	6.833	6.665	17.752	0.111	0.137	-0.063
Si	9.67	9.58	17.872	-0.011	0.228	0.159
Si	6.821	12.276	17.624	0.013	-0.084	-0.18
Si	9.587	15.059	17.55	0.128	-0.041	-0.14
Si	12.328	1.356	17.793	0	-0.086	-0.194
Si	15.023	4.103	18.025	0.044	0.092	0.139
Si	12.179	6.903	18.058	0.051	-0.02	0.225
Si	14.978	9.642	17.755	0.05	-0.079	-0.06
Si	12.069	12.358	17.657	-0.305	0.023	-0.155
Si	15.051	15.187	17.75	-0.001	0.117	-0.25
Si	0.171	2.822	19.487	-0.087	0.325	0.306
Si	2.954	-0.035	19.239	0.07	-0.019	0.187
Si	-0.112	8.325	19.206	0.055	-0.067	0.032
Si	2.652	5.499	19.042	-0.03	0.096	0.26
Si	-0.121	13.699	19.043	-0.111	0.154	0.363
Si	2.918	10.926	18.843	-0.02	-0.008	0.111
Si	5.467	2.617	19.185	-0.026	-0.181	0.195
Si	8.207	-0.019	18.81	-0.037	0.044	0.073
Si	5.455	8.005	19.053	-0.273	0.04	-0.024
Si	8.098	5.335	19.259	0.134	-0.376	-0.156
Si	5.51	13.615	19.008	-0.016	0.084	0.32
Si	8.055	10.87	19.014	0.075	0.113	0.038
Si	11.001	2.689	19.161	-0.085	-0.017	0.209
Si	13.647	0.031	19.238	0.145	-0.047	0.072
Si	10.862	8.358	19.626	0.154	-0.054	-0.154
Si	13.604	5.563	19.435	-0.11	-0.188	-0.021
Si	10.766	13.796	19.106	-0.039	-0.315	0.027
Si	13.489	11.038	18.902	-0.069	-0.075	0.11
Si	1.147	4.688	20.674	0.557	-0.304	-0.265
Si	4.617	0.929	20.647	0.017	0.248	-0.083
Si	1.757	9.423	20.118	0.069	0.073	0.276
Si	3.771	7.007	20.428	0.001	-0.087	0.154
Si	2.104	14.82	20.747	-0.217	0.11	-0.237
Si	4.05	12.332	20.356	0.056	-0.021	0.087
Si	7.168	3.575	20.445	-0.302	0.001	0.504
Si	9.449	1.288	20.259	0.18	0.091	0.305
Si	7.1	9.124	20.2	-0.33	0.072	-0.212
Si	8.834	7.705	20.997	0.171	0.03	0.077
Si	6.819	15.169	20.185	-0.348	0.015	0.105
Si	9.072	13.264	20.771	0.054	0.11	-0.046
Si	12.4	3.876	20.673	-0.134	0.185	-0.034
Si	14.414	1.408	21.074	0.01	-0.227	0.152
Si	12.327	9.999	20.669	0.076	0.251	-0.133
Si	15.132	6.889	20.769	0.428	-0.131	-0.595
Si	12.687	14.562	20.25	-0.473	0.454	0.028
Si	14.388	12.817	20.064	0.336	-0.488	-0.05
Si	1.222	-1.388	23.499	-0.096	-0.137	0.35
Si	4.39	2.472	23.407	0.204	-0.074	0.269
Si	-1.679	7.106	23.133	-0.096	0.242	0.647
Si	-0.812	0.189	26.521	0.052	-0.158	0.076
Si	5.608	12.982	27.959	-0.186	-0.126	-0.127
Si	7.442	-6.038	24.62	-0.134	-0.089	0.129
Si	7.231	3.091	23.486	-0.046	0.038	0.067
Si	3.253	5.247	22.89	-0.051	0.155	0.078
Si	3.001	6.748	25.717	0.122	0.075	0.14
Si	5.473	10.626	22.577	-0.039	0.051	0.242
Si	11.024	11.957	22.461	-0.165	-0.19	0.192
Si	9.784	1.138	23.253	-0.163	0.104	0.128
Si	19.309	2.786	26.039	0.189	-0.089	-0.048
Si	5.369	8.516	24.537	0.032	0.066	0.194
Si	13.423	7.424	25.702	-0.032	0.025	0.094
Si	14.622	10.906	22.512	-0.109	0.394	0.113
Si	12.787	14.195	23.071	0.029	0.169	0.533
Si	1.15	-2.22	26.217	-0.028	-0.037	0.074
Si	5.13	2.157	30.764	0.054	0.087	-0.435
Si	0.62	8.275	24.847	0.206	0.015	0.308
Si	-0.027	12.442	24.181	0.008	0.296	0.241
Si	0.974	10.106	22.862	0.408	0.178	0.273
Si	2.839	12.317	27.972	-0.058	-0.045	-0.247
Si	7.571	-1.494	27.621	0.175	0.01	-0.075
Si	10.062	0.718	30.429	0.016	0.238	-0.137
Si	3.537	4.706	27.991	0.021	-0.104	-0.041
Si	8.022	7.739	23.289	-0.036	0.018	0.714
Si	11.714	13.918	25.988	0.001	-0.067	0.386
Si	8.159	12.181	28.851	-0.009	0.009	-0.064
Si	11.619	4.693	28.799	-0.221	0.06	0.01
Si	11.463	3.67	23.582	-0.246	-0.009	0.128
Si	10.101	11.287	25.297	-0.115	0.113	0.287
Si	10.799	8.624	26.901	-0.054	0	0.145
Si	14.889	16.151	23.711	0.197	-0.03	0.249
Si	2.897	1.978	28.662	-0.079	-0.018	-0.021
Si	10.7	-5.756	28.877	-0.029	-0.168	0.083
Si	-2.272	4.712	24.566	0.002	-0.098	0.337
Si	2.069	-0.343	30.472	-0.045	-0.086	-0.194
Si	2.272	11.555	30.891	0.032	0.024	-0.125
Si	-1.249	9.643	26.879	0.006	0.08	0.007
Si	-0.136	3.089	26.027	0.096	-0.108	0.171
Si	9.876	-0.134	25.99	0.128	0.056	0.195
Si	9.31	6.334	27.684	-0.068	-0.088	0.128
Si	5.037	5.282	30.749	0.099	-0.097	-0.38
Si	7.09	16.434	30.191	0.096	0.052	-0.141
Si	11.698	7.172	33.54	0.114	-0.317	-0.098
Si	9.572	3.623	31.76	0.257	0.134	-0.29
Si	16.413	0.975	32.055	0.126	0.095	-0.301
Si	12.352	4.681	31.952	-0.191	-0.072	-0.115
Si	11.101	1.927	27.772	-0.048	0.057	0.008
Si	13.882	12.908	30.676	0.08	0.261	-0.309
Si	13.288	12.039	27.749	0.027	0.027	-0.052
Si	-1.863	0.857	29.512	0.024	0.128	-0.075
Si	4.642	1.702	33.603	-0.111	0.044	-0.029
Si	0.747	10.814	28.803	-0.199	-0.126	-0.151
Si	3.478	6.093	33.398	0.205	0.051	-0.131
Si	0.343	13.453	30.353	-0.072	0.153	-0.079
Si	4.157	12.266	32.989	0.05	0.087	-0.036
Si	7.156	3.544	33.83	0.274	0.233	-0.155
Si	8.933	5.168	24.898	-0.237	-0.1	-0.039
Si	9.126	8.355	32.489	0.04	0.007	-0.433
Si	8.085	6.119	30.451	0.091	-0.185	-0.147
Si	4.89	14.463	30.767	-0.041	0.116	-0.204
Si	9.885	13.196	33.92	-0.015	-0.179	-0.184
Si	13.816	3.116	28	0.102	-0.043	0.127
Si	12.531	-0.913	31.054	-0.175	0.118	-0.54
Si	9.315	11.291	31.425	-0.07	-0.369	-0.321
Si	14.979	3.409	33.28	-0.259	0.122	0.015
Si	12.42	15.266	33.933	-0.039	0.505	-0.022
Si	14.159	11.714	33.518	0.134	-0.169	-0.133
O	-1.811	-3.286	34.205	0.252	-0.018	-0.212
O	-0.436	0.07	33.313	0.154	0.217	-0.165
O	2.918	4.586	33.832	-0.214	-0.056	-0.092
O	1.902	2.366	35.335	-0.191	0.22	0.292
O	-0.579	4.617	34.018	0.319	0.045	0.326
O	1.561	0.469	31.807	-0.031	0.289	0.412
O	2.423	7.351	33.602	-0.001	0.014	0.017
O	1.097	9.363	34.708	0.09	-0.137	-0.071
O	1.357	14.852	34.624	0.077	-0.192	-0.014
O	-0.973	10.725	33.873	-0.258	0.393	-0.067
O	3.166	12.99	34.057	0.011	-0.115	-0.053
O	0.229	12.369	29.105	0.136	0.175	-0.057
O	4.765	0.245	34.357	-0.268	0.194	0.037
O	4.319	1.474	32.006	0.05	-0.142	-0.036
O	7.815	3.585	35.301	-0.351	0.218	-0.23
O	8.343	3.414	32.769	-0.219	-0.023	0.178
O	4.558	6.559	34.561	0.232	-0.084	0
O	6.325	4.948	33.851	-0.266	-0.211	0.187
O	8.61	7.423	31.259	0.102	0.205	0.047
O	8.419	7.927	33.888	0.008	0.07	0.301
O	6.898	9.7	34.972	-0.05	-0.18	-0.066
O	5.293	11.46	33.833	0.12	0.051	0.1
O	10.272	12.006	34.996	-0.265	-0.073	0.024
O	6.965	15.096	34.832	0.274	-0.432	0.332
O	9.55	1.493	35.216	-0.01	-0.223	0.6
O	11.584	0.183	34.416	0.028	-0.458	0.092
O	17.467	-1.543	29.985	-0.006	-0.138	0.199
O	14.269	2.484	34.448	-0.053	-0.415	0.242
O	10.81	6.229	34.574	0.022	-0.087	0.093
O	12.33	4.109	35.165	-0.165	-0.091	0.587
O	14.86	6.772	35.082	0.045	0.067	0.305
O	12.757	8.103	34.359	0.152	0.365	0.187
O	11.27	9.982	36.134	-0.298	0.303	-0.109
O	12.763	11.174	34.191	0.005	-0.353	0.044
O	15.244	13.814	30.86	0	-0.005	-0.061
O	16.617	16.857	35.902	-0.219	-0.148	0.169
O	1.958	4.591	22.126	-0.154	-0.1	-0.266
O	-0.439	1.801	20.681	0.067	0.011	-0.105
O	5.802	-0.198	21.049	0.196	0.027	-0.36
O	4.075	1.553	22.095	0.156	-0.124	-0.21
O	1.603	10.438	21.424	-0.078	-0.089	0.056
O	-1.52	11.782	23.923	-0.139	-0.105	-0.215
O	4	6.367	21.954	0.316	0.287	-0.252
O	2.71	8.226	20.756	-0.11	-0.034	-0.387
O	2.223	15.387	22.288	-0.024	0.266	-0.142
O	-2.074	14.675	23.272	0.108	-0.172	-0.237
O	4.575	11.747	21.823	0.12	-0.153	-0.237
O	2.848	13.372	20.757	0.067	0.116	-0.061
O	2.876	5.788	24.396	-0.119	-0.093	-0.258
O	6.905	3.856	22.067	-0.277	0.182	-0.538
O	9.841	0.575	21.718	0.052	-0.142	-0.631
O	8.321	2.426	20.593	-0.025	0.105	-0.114
O	6.277	9.77	21.473	0.218	-0.25	0.017
O	8.376	11.837	20.352	0.056	0.027	0.036
O	6.35	9.472	25.486	-0.025	0.041	-0.058
O	8.805	6.088	20.574	-0.228	0.215	-0.361
O	7.884	14.361	21.171	0.294	-0.431	-0.125
O	6.573	11.315	23.593	-0.142	0.094	-0.083
O	9.889	13.083	22.186	0.072	0.15	0.245
O	11.098	11.022	21.127	-0.246	-0.104	0.084
O	10.303	4.48	24.377	0.301	0.043	-0.047
O	11.61	4.317	22.077	0.157	0.229	-0.3
O	13.546	2.796	21.157	0.052	-0.265	-0.299
O	14.34	0.838	22.628	0.052	-0.118	-0.262
O	13.877	5.847	25.736	-0.195	-0.25	0.043
O	13.301	10.019	22.071	-0.26	-0.35	-0.355
O	16.403	5.811	20.968	-0.335	0.25	0.094
O	15.783	9.749	22.609	-0.117	-0.167	-0.133
O	12.198	15.039	21.809	0.282	-0.202	-0.335
O	12.08	14.428	24.5	-0.229	0.193	-0.374
O	16.935	14.562	20.336	-0.048	-0.027	-0.26
O	15.015	11.992	21.367	-0.028	-0.168	0.455
O	2.152	-2.721	27.385	-0.131	0.168	0.061
O	0.114	-0.201	23.636	-0.036	0.198	-0.088
O	1.438	3.573	26.017	-0.075	0.151	-0.123
O	2.875	1.534	27.091	-0.1	0.144	-0.049
O	-2.117	5.506	23.155	-0.116	0.006	-0.245
O	2.493	3.608	28.731	-0.114	-0.021	0.02
O	-0.334	7.175	24.117	0.001	-0.136	-0.394
O	1.145	11.364	23.865	0.068	-0.175	-0.258
O	0.152	12.961	25.726	0.069	-0.158	-0.006
O	6.302	14.09	26.961	0.174	0.184	0.141
O	9.822	-0.067	24.358	0.199	-0.192	-0.344
O	3.009	-4.083	29.615	0.244	-0.12	0.017
O	8.446	-2.635	28.462	0.076	0.086	-0.151
O	8.425	2.005	23.425	0.22	-0.176	0.138
O	3.306	2.173	24.591	-0.286	-0.041	-0.157
O	4.313	4.047	23.056	0.231	0.034	-0.182
O	4.32	7.7	25.472	0.226	0.127	0.125
O	3.057	6.044	27.197	-0.224	0.217	0.106
O	4.607	9.554	23.495	-0.191	-0.012	-0.043
O	1.618	7.587	25.914	-0.065	0.048	-0.079
O	13.022	13.4	26.85	0.134	-0.088	-0.011
O	6.395	7.533	23.676	0.217	0.08	-0.251
O	10.224	1.397	26.497	0.113	-0.042	-0.286
O	11.081	2.096	23.477	0.155	-0.021	0.013
O	13.077	4.566	28.072	0.08	0.029	-0.21
O	8.837	6.625	24.179	0.265	0.323	-0.218
O	5.911	2.249	23.968	-0.075	-0.102	-0.109
O	10.61	11.109	23.765	0.009	-0.079	-0.268
O	12.832	3.74	24.465	0.066	-0.014	-0.009
O	14.146	10.951	26.86	0.007	0.02	-0.02
O	12.512	6.2	32.507	0.085	0.294	0.108
O	18.398	14.766	24.931	-0.133	0.022	-0.309
O	12.523	12.614	22.689	0.246	0.139	0.021
O	4.316	-4.152	27.299	0.132	-0.096	0.002
O	5.204	-2.64	29.333	-0.051	0.2	0.189
O	4.368	1.903	29.35	0.059	-0.297	0.185
O	0.186	-1.057	26.786	-0.206	-0.05	0.272
O	0.019	1.474	25.971	-0.1	0.103	0.09
O	-0.923	3.817	24.803	-0.012	0.144	-0.144
O	7.632	4.255	24.549	-0.179	0.05	0.122
O	-0.391	9.788	28.275	-0.127	-0.162	0.182
O	1.598	8.842	23.66	-0.107	0.172	-0.057
O	-0.207	9.486	25.614	-0.065	0.163	-0.106
O	6.683	11.794	28.282	0.014	0.139	0.004
O	6.626	17.963	30.52	0.098	0.035	-0.108
O	9.263	-5.262	28.247	0.08	0.151	0.012
O	6.974	-0.336	28.608	-0.191	0.199	0.056
O	10.688	3.409	28.346	-0.108	0.057	0.125
O	9.893	2.227	30.997	0.142	-0.056	0.08
O	4.48	5.296	29.197	0.152	0.123	0.016
O	6.508	5.964	30.805	-0.255	0.174	0.326
O	8.38	9.268	23.814	-0.045	-0.023	-0.049
O	10.631	12.7	25.898	0.053	0.01	-0.042
O	11.008	15.248	26.622	-0.169	0.038	0.176
O	8.465	11.319	25.439	-0.101	-0.002	-0.188
O	8.439	15.685	26.496	0	-0.207	-0.261
O	8.153	11.935	30.468	-0.035	0.108	0.137
O	8.94	5.264	26.524	-0.035	-0.229	0.018
O	14.977	0.455	27.998	0.03	0.02	-0.063
O	10.959	4.015	32.545	0.122	0.017	0.33
O	9.395	7.802	26.977	0.061	0.005	-0.213
O	10.707	9.981	26.032	0.11	0.107	-0.089
O	11.887	7.641	26.199	0.046	-0.277	0.033
O	11.074	9.105	28.46	-0.047	0.053	-0.109
O	14	12.245	29.195	0.294	-0.255	0.11
O	16.778	13.661	23.169	-0.052	-0.025	-0.042
O	14.489	16.332	25.314	0.079	-0.138	-0.153
O	4.066	3.796	26.689	-0.028	-0.03	0.011
O	-2.276	2.446	29.473	-0.164	0.105	0.017
O	-5.359	-0.291	31.234	0.185	-0.264	0.241
O	1.908	-5.4	27.64	-0.161	-0.095	-0.093
O	8.657	-0.073	30.561	0.026	-0.232	0.295
O	-2.796	7.907	24.122	0.122	-0.079	-0.348
O	-3.707	2.056	27.346	0.162	-0.027	0.008
O	-1.127	3.371	27.311	-0.22	-0.049	-0.138
O	4.047	6.007	31.845	-0.388	-0.034	0.225
O	1.214	12.664	31.505	0.148	-0.158	0.063
O	-3.833	13.891	30.68	-0.197	-0.208	0.052
O	3.336	11.177	32.051	0.169	-0.204	0.309
O	1.437	10.295	30.22	0.053	0.149	0.058
O	6.178	2.273	33.673	0.062	0.087	0.035
O	3.542	-1.012	30.664	-0.061	0.2	0.142
O	1.975	0.837	29.34	-0.189	-0.129	0.219
O	10.621	-5.52	30.494	0.076	0.226	0.169
O	9.044	4.821	30.76	-0.107	0.042	-0.062
O	5.244	3.722	31.148	0.118	-0.167	0.496
O	8.169	6.352	28.839	0.02	0.006	-0.019
O	12.027	4.727	30.359	0.175	0.137	0.043
O	6.179	15.422	31.087	-0.196	-0.147	0.102
O	4.786	13.386	31.981	-0.101	-0.208	0.209
O	9.638	12.457	32.49	0.142	0.369	0.048
O	10.734	8.147	32.666	0.156	-0.035	-0.062
O	13.29	-0.099	29.881	-0.163	0.023	-0.033
O	10.769	6.008	28.373	-0.034	-0.087	-0.058
O	13.188	-0.752	32.526	0.208	0.021	0.337
O	15.661	0.644	30.651	0.101	0.053	0.27
O	8.799	9.918	32.144	-0.258	0.191	0.254
O	10.692	0.848	28.931	-0.075	-0.253	0.091
O	16.075	2.537	32.417	0.082	0.113	-0.142
O	13.754	3.906	32.279	0.308	-0.019	0.183
O	13.888	11.813	31.892	-0.216	-0.157	0.495
O	11.259	14.096	33.767	0.023	0.083	0.106
O	11.812	11.558	28.171	-0.089	0.167	0.133
O	14.289	8.265	26.822	-0.17	0.042	-0.15
Si	0.036	-0.091	5.415	0.006	0.015	0.045
Si	2.729	2.689	5.407	0.017	-0.018	-0.008
Si	0.091	5.42	5.479	-0.013	0.044	0.002
Si	2.753	8.156	5.366	-0.018	-0.015	-0.075
Si	0.084	10.811	5.487	-0.092	0.059	-0.081
Si	2.713	13.61	5.324	0.063	0.013	-0.125
Si	5.414	-0.053	5.421	0.057	0.007	-0.031
Si	8.146	2.725	5.484	0.04	0.008	0.014
Si	5.428	5.455	5.377	-0.036	-0.026	-0.065
Si	8.124	8.225	5.435	-0.006	-0.007	0.001
Si	5.442	10.875	5.351	-0.006	0.011	-0.045
Si	8.153	13.6	5.494	-0.068	-0.031	0.006
Si	10.894	-0.018	5.641	0.051	-0.053	0.01
Si	13.761	2.637	5.571	-0.047	0.075	0.05
Si	10.905	5.458	5.601	-0.015	-0.012	0.059
Si	13.682	8.187	5.53	-0.022	-0.001	-0.008
Si	10.919	10.912	5.49	0.014	0.008	-0.022
Si	13.676	13.605	5.484	0.024	-0.024	-0.024
Si	1.374	1.318	6.791	-0.01	0.003	-0.047
Si	4.091	4.073	6.777	0.017	0.008	-0.015
Si	1.422	6.822	6.817	-0.004	-0.059	0.005
Si	4.097	9.522	6.76	0.053	-0.03	-0.007
Si	1.403	12.264	6.787	-0.019	-0.046	0.019
Si	4.056	14.964	6.766	-0.016	0.043	-0.019
Si	6.781	1.321	6.813	-0.003	0.03	-0.019
Si	9.518	4.063	6.886	0.002	0.001	0.004
Si	6.777	6.818	6.787	0.004	0.024	-0.014
Si	9.523	9.548	6.831	0.001	0.046	-0.043
Si	6.771	12.223	6.804	0.078	0.023	0.018
Si	9.509	14.966	6.896	-0.001	0.051	-0.01
Si	12.329	1.334	6.928	0.003	-0.045	-0.014
Si	15.107	4.074	6.866	0.058	-0.125	-0.019
Si	12.309	6.829	6.897	-0.011	0.007	0.006
Si	15.067	9.535	6.874	-0.024	-0.008	0.022
Si	12.298	12.268	6.865	-0.03	-0.013	-0.059
Si	15.056	14.982	6.827	-0.008	0.015	-0.058
Si	0.044	2.686	8.207	-0.033	0.039	0.023
Si	2.73	-0.049	8.16	-0.007	-0.008	-0.01
Si	0.034	8.159	8.21	-0.072	-0.024	0.008
Si	2.754	5.438	8.185	0	0.016	0.014
Si	0.024	13.615	8.179	-0.026	0.014	-0.013
Si	2.748	10.891	8.162	0.025	0.069	-0.003
Si	5.439	2.712	8.174	0.022	-0.017	0.001
Si	8.154	-0.025	8.212	0.01	-0.027	0.008
Si	5.431	8.171	8.177	-0.01	-0.018	0.008
Si	8.145	5.464	8.189	0.028	-0.026	0.011
Si	5.424	13.618	8.165	0.024	-0.001	-0.022
Si	8.158	10.903	8.199	-0.016	-0.031	0.007
Si	10.926	2.716	8.233	0.023	0.029	0.02
Si	13.705	-0.055	8.231	-0.047	-0.007	0.013
Si	10.907	8.196	8.211	0.028	0.01	0.011
Si	13.701	5.442	8.211	-0.067	-0.01	-0.001
Si	10.921	13.628	8.234	0.008	-0.007	0.003
Si	13.683	10.907	8.217	0.004	0.031	0.007
Si	1.383	4.083	9.564	0.016	-0.033	-0.001
Si	4.077	1.338	9.536	0.011	0.005	-0.012
Si	1.382	9.547	9.569	-0.01	0.014	-0.006
Si	4.087	6.809	9.573	0.021	-0.022	0.002
Si	1.363	15.008	9.545	0.013	0.012	-0.017
Si	4.077	12.26	9.556	0.009	-0.04	0.003
Si	6.801	4.081	9.558	0.003	0.01	-0.005
Si	9.547	1.343	9.574	0.03	-0.014	0.025
Si	6.802	9.525	9.556	0.049	0.013	-0.014
Si	9.539	6.812	9.553	0.01	-0.008	-0.004
Si	6.786	14.994	9.548	-0.008	0.029	0.002
Si	9.539	12.26	9.573	0.009	0.018	-0.004
Si	12.311	4.091	9.569	-0.013	-0.002	0.027
Si	15.057	1.345	9.574	-0.012	0.001	0.003
Si	12.299	9.546	9.57	-0.022	0.016	-0.005
Si	15.053	6.813	9.58	0.043	-0.011	0.013
Si	12.304	15.005	9.584	0.021	-0.004	0.013
Si	15.048	12.28	9.574	-0.036	0	0.003

Results
total energy: -115451.658 eV
total energy less fixed offsets of O -438.04, Si -107.15 eV per atom: 3.082 eV
